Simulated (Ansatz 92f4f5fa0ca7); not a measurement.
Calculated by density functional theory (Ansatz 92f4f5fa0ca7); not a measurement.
Periodic cell of 192 atoms, Si128O64, from a study of silicon, its oxide and their interface. The atomic structure is a simulated model.

Settings
functional: r2SCAN
potential files: Ansatz norm-conserving
basis: plane waves
wave-function cutoff: 1300 eV
density cutoff ratio: 4
exchange-correlation grid ratio: 1
k mesh: 2 x 2 x 1, shifted by 0.5 0.5 0.5 of a step
self-consistency stop: 5e-08 eV per atom in the density residual
occupations: Fermi-Dirac, 0.05 eV
spin: none
net charge: 0

Cell vectors (angstrom)
a	10.888	0	0
b	0	10.888	0
c	0	0	28.4403

Atoms: element, x, y, z (angstrom)
Si	-0.418	0.607	-0.0024
Si	2.8943	2.4104	-0.0643
Si	1.3238	6.9918	1.4342
Si	2.9824	7.9992	0.0798
Si	1.3331	-1.1086	-2.0568
Si	8.5436	2.5094	-0.1432
Si	5.179	5.6902	0.0487
Si	8.1034	7.6721	-0.2638
Si	1.3055	1.455	1.3504
Si	4.0029	4.066	1.2403
Si	-0.2231	5.8536	0.1591
Si	4.8646	10.8116	-0.2205
Si	7.0016	1.499	1.3143
Si	10.9057	2.842	2.7367
Si	6.7377	6.7782	1.3972
Si	10.85	8.3735	2.7246
Si	-1.3451	4.12	1.2849
Si	2.6151	0.0227	2.7356
Si	-1.3726	9.8663	1.3847
Si	2.6704	5.4594	2.6667
Si	5.4508	2.7764	2.6115
Si	8.1346	0.1204	2.8452
Si	5.5109	8.2358	2.7685
Si	8.1389	5.4204	2.6953
Si	1.3723	4.1484	4.1182
Si	4.0773	1.3955	4.0047
Si	1.319	9.601	4.1655
Si	4.0935	6.8073	4.0291
Si	6.7803	4.0885	4.0695
Si	9.5597	1.4568	4.1215
Si	6.8244	9.5749	4.1569
Si	9.5073	6.8675	4.0093
Si	-0.0165	0.0686	5.5086
Si	2.736	2.7374	5.4301
Si	-0.0256	5.5119	5.4137
Si	2.7216	8.1599	5.4081
Si	5.4075	0.0312	5.4323
Si	8.1423	2.7588	5.4551
Si	5.4312	5.4523	5.4378
Si	8.1784	8.1731	5.4684
Si	1.3837	1.391	6.8402
Si	4.0909	4.0745	6.8118
Si	1.364	6.8156	6.7879
Si	4.0795	9.5102	6.7764
Si	6.801	1.3539	6.7959
Si	9.5116	4.131	6.7802
Si	6.804	6.7977	6.8114
Si	9.5331	9.5412	6.8346
Si	-0.0291	2.7582	8.1511
Si	2.7363	-0.0406	8.1577
Si	0.0432	8.1828	8.1652
Si	2.6977	5.4242	8.1538
Si	5.4353	2.6732	8.1674
Si	8.1583	0.0052	8.1854
Si	5.4329	8.1552	8.1624
Si	8.1723	5.4427	8.1842
Si	1.3446	4.0596	9.5342
Si	4.0928	1.2737	9.5396
Si	1.4021	9.5109	9.5625
Si	4.0538	6.7802	9.5129
Si	6.823	4.0089	9.4986
Si	9.5465	1.3664	9.5409
Si	6.7997	9.5114	9.5249
Si	9.5802	6.8118	9.5027
Si	0.0666	0.0188	10.8978
Si	2.6383	2.5711	10.8426
Si	0.0391	5.4701	10.9019
Si	2.7411	8.1324	10.9534
Si	5.4379	-0.0867	10.954
Si	8.155	2.6709	10.9297
Si	5.395	5.3259	10.7842
Si	8.2198	8.1739	10.8339
Si	1.4226	1.2492	12.4227
Si	4.0201	3.8953	12.1009
Si	1.3957	6.7865	12.3493
Si	4.1171	9.4217	12.3831
Si	6.7979	1.2643	12.3161
Si	9.5738	4.069	12.1981
Si	6.825	6.7009	11.9997
Si	9.5858	9.572	12.2008
Si	-0.0085	2.7449	13.6179
Si	2.8316	-0.1563	13.9124
Si	0.0013	8.2458	13.6406
Si	2.7916	5.2504	13.5345
Si	5.3069	2.5879	13.5725
Si	8.2442	-0.0339	13.6706
Si	5.5702	7.927	13.5068
Si	8.1226	5.4046	13.4392
Si	1.3978	4.0363	15.0367
Si	4.1537	1.3358	15.3083
Si	3.9493	7.4672	17.1486
Si	4.7441	5.9859	14.6328
Si	7.5846	2.7485	16.2732
Si	9.3951	1.5734	15.0422
Si	7.331	8.9226	14.6972
Si	10.4877	5.9627	16.9232
Si	1.7413	-2.7287	17.22
Si	6.0123	0.8089	16.97
Si	2.3149	2.3664	16.4813
Si	1.2097	9.5559	15.2557
Si	6.3314	-1.6136	16.7716
Si	11.2815	0.7344	16.2506
Si	6.4903	4.2393	14.6763
Si	9.0117	7.2343	14.639
Si	-1.1485	26.6244	25.1022
Si	32.4389	-20.8188	19.3192
Si	-3.7294	3.8755	26.6425
Si	8.4883	-6.738	22.4936
Si	8.1862	24.1814	20.2812
Si	-3.306	21.7344	24.0753
Si	4.03	9.5161	29.938
Si	-17.8556	-1.0746	21.8736
Si	-26.5187	-18.9723	23.9046
Si	-8.2562	-16.0896	23.8961
Si	13.2256	2.1695	19.5495
Si	-11.5926	-0.7623	23.0882
Si	12.8036	21.0168	19.7384
Si	-5.6909	7.4813	23.4793
Si	14.0613	13.8725	22.5674
Si	40.0756	-4.162	21.5132
Si	23.1785	26.1022	26.4046
Si	27.8216	-10.4453	20.0991
Si	0.2253	-14.2195	24.3814
Si	6.3417	-4.0145	18.6145
Si	8.1282	-28.271	17.9239
Si	2.102	-32.2676	23.8216
Si	40.6373	-23.0552	21.4564
Si	17.117	30.7971	26.0696
O	6.9093	19.1684	-10.469
O	-11.6057	39.0727	-3.417
O	-8.7198	13.9571	-1.3786
O	4.0746	-14.9254	-0.4789
O	-17.9165	1.1752	-0.5967
O	22.4631	-2.3264	-2.8878
O	3.3928	21.4323	-5.2371
O	-5.3845	8.2303	-3.5696
O	12.3656	6.81	-4.7888
O	26.6138	10.8551	-7.3953
O	13.5622	-8.0679	-10.3676
O	39.4338	-20.0219	-7.7292
O	13.2956	-5.8408	-3.0705
O	24.037	1.9676	-4.9801
O	-2.2665	20.0063	0.2273
O	15.61	-36.5984	-9.9578
O	18.7735	-7.2142	19.3478
O	9.6041	-6.5987	23.6141
O	-4.3658	-26.0409	20.1853
O	28.0783	11.4425	28.5959
O	-11.4587	8.5205	23.3499
O	-1.6779	-0.0044	24.1581
O	5.5949	-20.942	18.5909
O	-6.7148	6.235	16.1347
O	27.9866	-7.7167	25.4974
O	-8.8418	-10.9196	25.3858
O	9.6681	-5.9083	17.922
O	24.4983	22.3748	19.3685
O	-6.212	-13.2998	22.3174
O	-3.8272	-5.2514	17.8312
O	28.931	-0.7487	20.1705
O	-12.4295	17.7168	16.1893
O	9.1159	1.3147	19.5436
O	-4.3732	-14.9952	22.8582
O	24.4408	9.3837	20.9476
O	10.7803	11.3833	17.7822
O	0.745	10.7958	23.0992
O	-8.5112	30.7969	27.3735
O	8.4281	-5.3942	21.6175
O	18.0773	18.8549	26.8546
O	-10.6956	21.5134	27.1685
O	13.4952	4.485	22.8073
O	22.483	13.1351	19.6818
O	0.4411	15.9873	15.8527
O	14.968	6.3714	23.8107
O	11.5221	7.0071	17.6086
O	6.1333	-5.9409	27.3562
O	-2.6018	-2.8352	21.3107
O	10.8974	-7.005	25.7127
O	5.1216	-12.0218	27.0035
O	9.3928	-0.5502	21.6861
O	7.1078	10.2266	25.4696
O	-9.0337	-12.5999	18.4661
O	19.8401	13.7869	21.5978
O	-7.8456	-8.1744	20.9336
O	4.6798	2.8255	23.196
O	7.0241	14.7805	23.1084
O	15.6227	-12.9542	16.6328
O	0.915	-16.3737	27.5032
O	-3.7465	9.881	22.8353
O	-4.0183	-9.5211	23.7957
O	19.2352	4.7206	25.9041
O	22.1918	-11.1883	20.1234
O	31.2132	6.7409	27.9107

Results
free energy: -44808.855 eV
free energy less fixed offsets of O -463.61, Si -117.95 eV per atom: -40.215 eV
pressure: -0.62 GPa
stress xx, yy, zz, yz, xz, xy (GPa, positive in tension): 0.92, 0.96, -0.01, -1.18, 0.25, -1.23

Forces (eV/angstrom), in the order of the atoms: element, x, y, z
Si	-0.0387	-0.0245	0.0561
Si	0.0358	-0.0132	0.0765
Si	0.0165	0.0052	0.0423
Si	-0.0237	-0.0075	0.0733
Si	0.0595	-0.0322	0.1051
Si	0.0179	0.1152	0.1582
Si	-0.028	0.042	0.0752
Si	0.03	0.0361	0.0472
Si	0.0221	0.027	-0.0126
Si	-0.0225	-0.021	0.0233
Si	-0.0426	0.0043	0.0254
Si	-0.0242	0.0006	0.0327
Si	-0.004	-0.0135	-0.008
Si	-0.0076	0.0039	-0.0234
Si	-0.0144	0.0086	0.015
Si	0.0222	0.0365	-0.0525
Si	0.0506	-0.0108	-0.0077
Si	-0.0227	-0.0438	-0.0176
Si	-0.0438	-0.0169	0.0389
Si	0.0069	0.0017	-0.0087
Si	0.0137	0.0173	-0.0279
Si	-0.0206	-0.0191	0.005
Si	0.0277	-0.0059	-0.0072
Si	-0.0239	-0.0024	-0.0192
Si	-0.0004	0.0009	-0.0343
Si	0.0016	0.0275	-0.0007
Si	-0.0064	0.0073	0.0366
Si	0.0012	0.0206	-0.005
Si	0.0218	-0.0221	0.0017
Si	0.0453	0.0025	0.0031
Si	-0.0149	-0.0088	-0.024
Si	-0.0144	-0.0109	-0.0127
Si	-0.0052	0.0247	0.0126
Si	-0.0065	-0.0055	-0.0058
Si	-0.0186	0.0189	-0.0072
Si	-0.0053	-0.0361	-0.0081
Si	0.014	-0.0291	0.0029
Si	-0.0126	0.0212	-0.0086
Si	0.0033	-0.0184	-0.0178
Si	0.011	0.0173	-0.0111
Si	-0.0086	0.0012	0.0106
Si	0.0117	0.0054	0.0047
Si	0.0025	-0.0087	-0.0048
Si	-0.0136	0.0238	0.0075
Si	-0.0018	0.0126	0.0009
Si	0.0146	-0.0191	0.0047
Si	0.0157	-0.0019	-0.0029
Si	0.0104	-0.0043	0.0003
Si	0.0141	0.0203	0.0006
Si	-0.0094	-0.0028	-0.0079
Si	-0.0254	0.0326	0.0024
Si	0.0155	-0.0201	0.0005
Si	0.011	0.0122	0.0024
Si	-0.0053	-0.035	-0.0018
Si	0.0076	-0.0107	-0.0156
Si	-0.0164	-0.0005	-0.0062
Si	-0.0272	0.0162	0.0012
Si	0.0109	-0.0388	-0.0092
Si	0.0267	-0.027	-0.0133
Si	0.0138	0.0032	0.0041
Si	0.0098	0.0032	-0.0057
Si	-0.0063	0.0043	-0.0095
Si	-0.0105	0.0006	0.0048
Si	-0.008	0.0007	0.0125
Si	0.0292	0.0158	-0.0245
Si	0.0148	-0.0267	0.0096
Si	-0.0039	-0.019	0.0037
Si	-0.0093	0.0111	0.0021
Si	0.024	-0.0056	-0.0048
Si	-0.0144	0.0004	0.0005
Si	0.0017	0.0085	-0.0395
Si	-0.0406	0.0139	-0.0433
Si	0.0229	-0.0316	-0.0125
Si	0.0177	0.0017	-0.0103
Si	0.0139	0.0147	-0.0137
Si	-0.0178	-0.0088	-0.0206
Si	-0.0155	-0.0008	-0.0162
Si	0.0105	0.0295	-0.0363
Si	0.019	-0.0158	-0.0433
Si	-0.0359	-0.0232	0.0314
Si	-0.0109	0.0533	0.012
Si	0.0465	-0.0346	-0.031
Si	-0.0296	-0.0351	-0.0067
Si	0.0226	0.0464	0.0523
Si	-0.0164	0.0018	-0.032
Si	0.0123	0.0229	0.0005
Si	0.0254	-0.0055	0.0872
Si	-0.0175	-0.0247	0.0519
Si	0.0038	0.0346	-0.1092
Si	0.161	0.0228	-0.0512
Si	-0.0134	-0.0079	-0.0745
Si	0.0278	-0.0178	-0.0899
Si	-0.0265	0.0348	-0.1182
Si	-0.0756	-0.0523	-0.0535
Si	0.016	-0.0435	0.0459
Si	0.034	0.0204	-0.1705
Si	0.0842	-0.0098	-0.0717
Si	-0.0238	0.0111	0.0458
Si	-0.0465	-0.0913	0.042
Si	-0.0398	0.0063	-0.0372
Si	0.0111	-0.0899	-0.167
Si	0.0323	0.0192	0.0285
Si	0.0612	0.0146	0.0202
Si	-0.0334	0.0839	-0.0636
Si	0.0911	0.0198	-0.0209
Si	0.0326	-0.0867	-0.0957
Si	-0.0754	0.0808	-0.0825
Si	-0.0041	0.0047	-0.001
Si	0.0082	0.0121	-0.0376
Si	-0.0253	-0.0309	0.0561
Si	-0.0128	-0.0103	0.0138
Si	0.0147	-0.0344	0.0024
Si	0.0026	0.0113	0.0338
Si	-0.0018	-0.0005	0.0583
Si	0.0024	0.0074	-0.0757
Si	0	0.0219	-0.0235
Si	-0.0397	-0.0379	-0.07
Si	0.0122	0.0194	0.0517
Si	0.0184	0.0168	0.0187
Si	-0.0309	0.0183	0.0004
Si	0.0752	-0.0197	0.065
Si	-0.0051	-0.013	0.03
Si	0.0006	-0.0105	0.0395
Si	-0.0575	0.0438	-0.038
Si	-0.0934	0.0754	0.0055
Si	-0.013	0.0146	0.0916
Si	0.0032	0.0019	-0.027
Si	-0.0411	-0.0201	0.1282
O	-0.0605	-0.0441	0.0492
O	-0.0187	-0.0005	-0.02
O	-0.0517	0.0398	-0.0449
O	0.0506	-0.0427	-0.0641
O	0.0175	-0.0012	-0.0247
O	-0.0049	-0.0351	-0.0402
O	0.0112	-0.0122	-0.0194
O	-0.0101	-0.0076	-0.0451
O	-0.0037	0.0051	-0.0107
O	-0.0167	0.001	-0.0199
O	0.0363	0.0056	0.1818
O	-0.0059	-0.0181	-0.0049
O	-0.0103	-0.0164	-0.0201
O	0.0013	-0.0081	-0.0202
O	0.0275	-0.0647	-0.022
O	0.0305	-0.0409	0.0443
O	0.0003	-0.0348	0.0928
O	-0.0192	-0.0026	-0.0115
O	0.0098	-0.0023	0.0286
O	-0.0694	-0.0054	-0.03
O	-0.0177	0.001	-0.0121
O	-0.0004	0.0084	-0.0093
O	-0.0223	-0.033	0.005
O	-0.0703	0.0836	0.1956
O	-0.0181	0.0243	0.0123
O	-0.0001	0.026	-0.0525
O	-0.0107	-0.0149	0.0179
O	0.0213	0.0351	-0.0017
O	-0.0044	0.0042	-0.006
O	0.0314	-0.0583	-0.008
O	-0.0067	-0.0039	-0.0351
O	0.0376	-0.0116	0.139
O	-0.0132	0.017	0.0327
O	0.0116	0.0029	0.0032
O	-0.0107	0.0071	0.0017
O	-0.0859	0.0007	0.1853
O	-0.0113	-0.0008	-0.0134
O	-0.0706	0.065	-0.0914
O	0.0113	-0.0084	0.0172
O	0.0204	0.0317	-0.0607
O	0.0618	-0.0177	-0.0075
O	-0.0004	-0.0023	-0.0172
O	0.0063	0.0098	0.0288
O	-0.0428	-0.0034	0.0542
O	0.0038	0.0091	-0.0103
O	0.058	0.0473	0.0208
O	0.1012	-0.1422	-0.0907
O	0.006	-0.0076	0.019
O	-0.0642	0.0256	-0.0067
O	0.063	-0.0163	-0.0964
O	-0.017	-0.0206	0.0533
O	0.0382	0.0404	-0.051
O	-0.0782	0.0586	0.101
O	0.0042	0.0081	0.0068
O	0.0191	-0.0026	-0.0048
O	-0.0247	-0.0015	-0.0188
O	0.0115	0.0012	-0.0118
O	0.0392	0.0411	0.0011
O	0.0076	0.0015	-0.0311
O	0.0225	0.0105	-0.0085
O	0.0132	0.0016	-0.0065
O	-0.0318	-0.0151	0.0067
O	-0.0172	0.019	0.0487
O	-0.0052	-0.0025	-0.003
